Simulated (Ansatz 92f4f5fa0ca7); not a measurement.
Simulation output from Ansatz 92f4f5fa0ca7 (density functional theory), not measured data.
Periodic cell of 215 atoms, Si132O82As1, from a study of silicon, its oxide and their interface. The atomic structure is a simulated model.
Doubt: the cutoff is far below the 930 eV that the study's wrapper takes by default for these files, so forces and energies are approximate.
This geometry differs little from another in the collection (a relaxation step or a small displacement).

Settings: functional PBE; potential files Ansatz PAW; basis plane waves; wave-function cutoff 580 eV; density cutoff ratio 5; exchange-correlation grid ratio 1; k mesh 1 x 1 x 1, Gamma-centred; self-consistency stop 5e-08 eV per atom in the density residual; occupations fixed; spin none; net charge +1 e, with a uniform compensating background and no finite-size correction.

Cell vectors (angstrom)
a 10.938 0 0
b 0 10.938 0
c 0 0 31.5432

Atoms and the computed forces on them: element, x, y, z (angstrom), force x, y, z (eV/angstrom)
Si 10.4364 0.573 24.3367 0.0003 -0.0005 -0.0021
Si 6.0453 10.5028 24.1508 -0.0004 0.0002 -0.0023
Si 2.1315 3.2445 24.0809 0.0001 -0.0002 -0.0021
Si 8.7032 2.2551 24.3069 0.0003 0.0003 -0.0025
Si 0.5035 5.053 24.1659 -0.0001 0.0001 -0.0025
Si 5.0565 5.8906 24.1902 0.0001 -0.0007 -0.0023
Si 3.4 7.6471 24.1593 0.0002 0.0002 -0.0023
Si 7.8318 8.8279 23.9875 0.0008 0 -0.002
Si 1.3431 1.4777 25.4548 -0.0008 0.0002 0.0012
Si 6.9254 1.2953 25.5047 0 -0.0005 0.0015
Si 4.0294 4.098 25.3219 -0.0003 -0.0002 0.0005
Si 9.6722 4.0911 25.4219 -0.0002 -0.0004 0.0016
Si 1.5042 6.8111 25.371 -0.0002 -0.0004 0.0009
Si 6.9007 6.9452 25.2352 -0.0001 0.0001 0.0004
Si 4.2352 9.5267 25.3451 -0.0001 -0.0002 0.0008
Si 9.5303 9.6397 25.4333 -0.0009 0.0001 0.0011
Si 2.782 0.0025 26.637 0.0005 0.0006 0
Si 8.2309 -0.0311 26.9469 0.0005 0.0002 -0.0036
Si 0.0208 2.7654 26.9188 0 0.0001 -0.0031
Si 5.4522 2.7321 26.6615 0.0003 0.0006 0.0003
Si 2.7658 5.4345 26.8373 0.0001 0.0002 -0.0023
Si 8.2289 5.5209 26.6227 0.0004 0.0001 0.0001
Si 0.0441 8.2086 26.646 0.0006 0.0009 0.0003
Si 5.5618 8.1932 26.7922 0.0003 0.0002 -0.0018
Si 4.1119 1.3623 28.0655 -0.0002 -0.0003 0.0004
Si 9.5992 1.3683 28.2393 -0.0004 0.0003 0.0014
Si 1.3984 4.1171 28.2348 0.0007 0 0.0012
Si 6.8402 4.132 28.0168 -0.0004 -0.0009 0.0005
Si 4.166 6.8186 28.1385 -0.0004 0.0003 0.0018
Si 9.6009 6.8475 28.0455 -0.0003 -0.0004 0.0006
Si 1.3971 9.5872 28.0405 -0.0007 -0.0011 0.001
Si 6.8544 9.531 28.2379 -0.0005 0.0002 0.0012
Si 0.0538 -0.0256 29.5244 0.0017 -0.0009 -0.0005
Si 5.4496 0.0072 29.4854 -0.0004 0.0014 -0.0006
Si 2.7728 2.7024 29.5206 0.0015 -0.0003 -0.0006
Si 8.1737 2.7691 29.4712 -0.0005 0.0014 -0.0004
Si -0.0138 5.5013 29.4913 -0.0011 0.0013 -0.0004
Si 5.5122 5.4452 29.5005 0.0014 -0.0005 -0.0004
Si 2.755 8.2102 29.4375 -0.0007 0.0017 -0.0005
Si 8.2588 8.1565 29.5265 0.0014 -0.0009 -0.0005
Si 1.3991 1.3508 30.9009 -0.0015 0.0011 0.0004
Si 6.8174 1.3775 30.832 0.0006 -0.0015 0
Si 4.133 4.0812 30.8787 -0.0013 0.0006 0.0001
Si 9.5536 4.1189 30.8375 0.0002 -0.0014 -0.0001
Si 1.3786 6.8574 30.8208 0.0015 -0.0014 0.0002
Si 6.8741 6.7986 30.8912 -0.0016 0.0009 -0.0001
Si 4.0941 9.5709 30.8385 0.0003 -0.0022 0.0001
Si 9.6075 9.545 30.8895 -0.0011 0.001 0.0002
Si 2.7559 -0.0351 0.7142 0 0.0001 -0.0005
Si 8.1783 -0.0023 0.6529 0.0004 0.0008 -0.0005
Si -0.0278 2.7452 0.6626 0.0006 0.0006 -0.0001
Si 5.4839 2.7052 0.7101 0.0003 0.0001 -0.0004
Si 2.7185 5.4746 0.6538 0.0002 0.0001 0.0005
Si 8.2206 5.4262 0.7305 0.0006 0.0004 -0.0008
Si 0.0418 8.1728 0.7066 -0.0002 0 -0.0006
Si 5.4688 8.2038 0.658 0.0011 0.0014 0.0005
Si 4.1219 1.3283 2.0719 -0.0005 0.001 0.0008
Si 9.5207 1.3784 2.0149 -0.0006 -0.0005 -0.0006
Si 1.3254 4.1273 2.0356 0.0012 0.0003 0
Si 6.8528 4.0454 2.0873 -0.0008 -0.0006 0.0013
Si 4.0839 6.8476 2.0148 -0.001 -0.0003 -0.0003
Si 9.6135 6.7951 2.065 -0.0009 -0.0004 -0.0002
Si 1.3923 9.537 2.0786 0.0005 -0.0002 0.0004
Si 6.823 9.5669 2.0522 -0.0009 -0.0015 0.0002
Si -0.0501 -0.0141 3.3179 -0.0005 0.0004 -0.0018
Si 5.4683 -0.0255 3.4989 0.0007 -0.0021 -0.0005
Si 2.7025 2.7258 3.3321 -0.0033 -0.0011 -0.0023
Si 8.1908 2.6724 3.5087 0.0004 0.0005 -0.0016
Si -0.0202 5.448 3.5229 0.0008 -0.001 -0.0013
Si 5.448 5.4621 3.3323 -0.0014 -0.0009 -0.0012
Si 2.7546 8.1798 3.4829 0.0021 0.0003 -0.0009
Si 8.2168 8.1636 3.3636 0.0003 0.0034 -0.001
Si 1.2737 1.3688 4.6501 0.0044 0.0003 0.0027
Si 6.8357 1.2931 4.9273 -0.0009 0.0002 -0.0011
Si 4.0609 4.1068 4.6592 0.0008 0.0008 0.0032
Si 9.5278 4.0529 4.9031 -0.001 0 0.0011
Si 1.3959 6.8302 4.8877 0.0032 -0.0025 -0.0012
Si 6.84 6.7865 4.6878 -0.001 -0.002 0.0042
Si 4.1246 9.5214 4.8984 0.0001 -0.0005 -0.0009
Si 9.5579 9.5801 4.721 -0.0004 -0.0042 0.0019
Si 2.6687 0.0816 6.0545 -0.0048 0.0051 0.0009
Si 8.2049 -0.1647 6.2727 -0.0002 -0.0005 0.0001
Si 0.0019 2.6636 6.1939 -0.0007 0.0003 -0.0016
Si 5.3761 2.7551 6.0883 -0.0004 0.004 0.0007
Si 2.7643 5.4147 6.1749 0.002 -0.0007 -0.0018
Si 8.0858 5.4143 6.1909 -0.0008 0.0021 0.0001
Si -0.0692 8.2047 6.1474 -0.0054 0.0047 0.003
Si 5.5823 8.1304 6.1715 0.0014 0 -0.0016
Si 3.4775 1.9564 7.2215 0.0004 -0.0024 0.0018
Si 9.9381 0.9063 7.4537 -0.0009 -0.0007 0.0058
Si 1.7676 3.6569 7.3885 0 -0.0006 0.0044
Si 6.2032 4.5116 7.4028 0.0001 -0.0016 0.0027
Si 4.6474 6.3053 7.2833 0.0008 -0.0023 0.004
Si 9.1413 7.1535 7.3601 0.0001 -0.0031 0.0025
As 0.8569 10.1596 7.4527 0.0034 0.0047 -0.012
Si 7.4134 8.8642 7.5229 -0.0006 0.0019 0.0043
O 4.5902 6.6328 8.9011 -0.0011 0.0004 -0.0032
O 1.3406 3.9541 8.9616 0.0006 -0.0007 -0.004
O 9.779 6.5392 8.7549 -0.0002 0.0021 -0.0028
O 1.2293 10.2466 9.2422 0.0033 -0.0045 0.0135
O 6.0616 4.207 9.0353 -0.0002 0.001 -0.0034
O 3.6755 1.5714 8.7953 -0.0015 0.0011 -0.0026
O 7.1571 8.9541 9.1649 0.0013 -0.0019 -0.0048
O 9.6472 1.07 9.0604 0.0013 -0.0003 -0.0034
O 8.231 2.5429 22.7563 0.0006 -0.0005 0.0021
O 10.9926 5.5594 22.6556 0.0007 -0.0006 0.0021
O 5.622 0.1073 22.6537 0.0006 -0.0006 0.002
O 5.296 5.3958 22.6308 -0.0007 0.001 0.0028
O 2.1539 2.7969 22.4822 -0.0002 0.0008 0.0025
O 3.3319 7.8615 22.5134 0.0007 -0.0004 0.0023
O 8.3838 8.7485 22.4143 -0.0013 0.0003 0.0026
O -0.1591 11.2319 22.7554 -0.0005 0.0007 0.002
Si 2.1613 2.9682 12.9029 -0.0001 0.0001 -0.0004
Si 8.6917 1.3121 10.3738 0 0.0008 -0.0009
Si 1.0604 4.5076 15.3492 -0.0008 0.0001 -0.0002
Si 7.5358 5.5902 12.2017 -0.0002 0.0004 -0.0026
Si 2.4157 8.1833 21.2088 -0.0003 0.0004 -0.0011
Si 5.3877 7.8111 12.4745 0.0011 -0.0005 -0.0004
Si 9.2664 0.4655 15.5086 -0.0006 -0.0005 -0.0005
Si 2.9163 -0.0304 16.6712 -0.0002 0.0002 -0.0011
Si 10.4772 1.157 12.6233 -0.0009 -0.0013 0.0002
Si 7.764 2.8308 21.2358 -0.0002 0.0005 -0.0009
Si 9.1256 8.786 14.4765 0.0006 -0.0004 -0.0001
Si 1.4655 4.7643 10.3797 0.0002 -0.0009 0.0003
Si 4.4857 9.4855 19.1401 -0.0001 0.0003 -0.0013
Si 11.0746 6.1024 21.1201 -0.0003 0.0001 -0.001
Si 6.6166 10.4519 14.8564 0.0001 0 -0.0005
Si 5.3897 0.7333 21.1755 -0.0003 0.0004 -0.001
Si 2.3264 9.8178 10.4045 -0.0054 -0.0025 -0.0016
Si 0.4327 10.6354 21.3825 0.0004 -0.0004 -0.0005
Si 5.8538 5.2556 21.1185 0.0002 -0.0005 -0.0017
Si 3.6089 7.1022 10.0927 0.0011 -0.0013 0.0026
Si 9.0384 5.6944 14.8538 0.0006 -0.0001 -0.0001
Si 3.6538 4.0873 19.0907 0 0.0003 -0.0015
Si 10.0308 3.6661 19.3292 0.0001 -0.0003 -0.0013
Si 4.2538 8.6782 15.376 -0.0001 -0.0003 0.0003
Si 0.4553 1.9279 17.1675 0.0003 0.0004 -0.0012
Si 6.7948 7.5369 19.2456 -0.0002 -0.0003 -0.0008
Si 5.2575 3.6289 16.7455 -0.0002 0.0002 -0.0006
Si 7.783 5.0119 17.5334 -0.0003 -0.0003 -0.001
Si 6.6676 9.9263 10.3858 -0.0002 0.0002 0.0006
Si 4.3937 1.029 10.1257 0.003 0.0018 -0.0012
Si -0.036 9.0835 11.9285 -0.0001 -0.0007 -0.001
Si 9.1039 8.636 20.9364 0.0004 -0.0004 -0.0011
Si 4.5608 1.6709 14.589 0.0001 -0.0001 -0.0005
Si 2.4479 2.0853 21.0422 0.0006 0.0003 -0.0015
Si 6.3412 3.3317 10.3849 0.0012 0.0007 -0.0003
Si 3.4297 5.9203 16.7332 0.0001 0.0002 -0.0006
Si 9.8853 6.5368 10.3801 -0.0029 0.0002 0.0005
O 0.126 2.6353 18.5961 -0.0005 0.0005 0.0005
O 2.9234 9.6424 15.5941 -0.0001 0.0001 0.0003
O 10.8599 4.8073 20.1564 0.0004 0.0009 0.0008
O 7.5989 2.4138 9.9249 -0.0007 0.0009 0.0013
O 10.9296 5.3469 10.8334 0.0004 0 0.0003
O 6.5596 6.7382 12.8293 0.0002 0.0002 -0.0003
O 10.3263 8.0632 10.7886 -0.0002 -0.0009 0.0021
O 7.6645 9.4593 14.0032 0.0003 -0.0001 0.0006
O 8.407 6.2106 10.9687 0.001 -0.0009 0.001
O 5.3595 10.4752 20.0872 0.0002 0.0005 0.0008
O 2.1755 3.73 11.4365 -0.0004 0.0007 -0.0003
O 7.9771 8.5486 19.7567 0.0005 0.0003 0.0006
O 6.2093 6.734 20.5465 -0.0002 -0.0003 0.0004
O 5.5153 2.7221 15.4129 0 0.0002 0.0005
O 1.3066 0.9288 20.7007 -0.0003 -0.0001 0.0001
O 6.036 9.0739 11.6264 0.0003 0.0008 -0.0005
O 4.6187 4.994 16.1127 0.0003 -0.0004 0.0001
O 6.5921 3.9066 17.6444 0.0002 0.0002 0.0002
O 10.5194 10.6605 11.8387 -0.0002 0.0008 0.0019
O 5.5852 0.5014 13.9944 -0.0002 0 0.0003
O 8.0213 5.0802 15.9363 -0.0003 -0.0004 0.0008
O 9.7408 9.8282 15.5804 -0.0006 -0.0003 -0.0015
O -0.3974 5.1639 15.1189 0.0002 -0.0001 0.0001
O 1.5741 6.8334 20.8116 0.0001 0.0001 0.0001
O 1.5043 0.6495 17.187 -0.0001 0 0.0001
O 6.5993 1.7672 20.81 0 -0.0003 0.0001
O 1.0277 1.7809 12.8344 0.0004 0.0001 0.0002
O 3.2356 5.4991 18.3242 -0.0001 -0.0005 0.0009
O 9.5574 2.0115 11.5719 -0.0008 -0.0007 -0.0004
O 1.0086 3.1092 16.1857 -0.0004 -0.0008 0.0004
O 8.5716 5.1697 13.3811 -0.0002 -0.0001 -0.0002
O 10.269 8.5572 13.3239 0.0005 0.0011 -0.0019
O 1.4461 9.4004 21.6841 -0.0001 0 -0.0002
O 10.0787 9.9404 20.6103 0 0 0.0002
O 3.2212 0.1744 10.9136 -0.0014 -0.0006 0.0004
O 5.0935 2.3407 10.8298 -0.0012 -0.0015 0.0004
O 1.7304 4.1534 13.9151 0.0001 -0.0002 0
O 7.926 10.8719 10.8472 -0.0006 -0.0002 0.0007
O 9.1319 4.4711 18.2403 0.0004 -0.0004 0.0005
O 5.6375 9.5027 15.7799 -0.0003 -0.0001 0.0001
O 5.5487 -0.0368 9.7161 -0.0005 -0.0002 0.0004
O 3.6032 2.314 13.3971 -0.0003 -0.0001 0.0003
O 1.9792 5.6538 16.0427 0 0 0.0002
O 9.7068 1.0694 14.0478 0.0005 0 -0.0007
O 4.3327 7.0134 11.5294 -0.0023 -0.0003 -0.0027
O 4.7515 4.492 20.2136 0.0007 0.0004 0.0007
O 9.954 1.3488 16.6603 0.0005 0.0001 0.0003
O 6.6758 4.3107 11.6458 0.0003 0.0003 0.0004
O 5.584 8.4086 18.5768 0 0.0001 0.0002
O 9.0789 2.735 20.2782 -0.0004 -0.0003 0.0007
O 3.6048 1.14 15.7868 -0.0002 -0.0001 0.0002
O 4.2113 3.0809 17.902 -0.0003 0 0.0006
O 9.9195 7.2243 20.8981 -0.0001 0.0001 -0.0001
O 3.2509 8.6564 9.7318 0 0.0009 0.0005
O 3.9329 7.4302 16.3786 0 0.0002 -0.0001
O 7.6333 0.4855 15.7072 0.0005 0.0001 0.0002
O 8.9073 7.3054 15.0685 0.0002 0.0018 -0.0006
O 3.9334 1.4422 21.1461 0.0002 -0.0002 0
O 1.5937 9.1338 11.7113 0.0003 0.0005 -0.0009
O 2.3248 6.1219 10.124 0.0011 0.0004 0.0004
O 7.3495 6.4629 18.1448 -0.0001 0.0006 0.0004
O 7.2174 4.3635 21.122 0 -0.0001 -0.0001
O 4.5413 8.2553 13.8052 0.0001 -0.0001 -0.0004
O 3.3329 8.6609 19.958 -0.0005 -0.0005 0.0007
O 2.4902 3.2444 19.8768 -0.0004 -0.0008 0.0009
O 3.7468 10.3762 17.9808 0.0006 -0.0006 0.001

Results
free energy: -135409.849 eV
free energy less fixed offsets of As -4856.12, O -568.88, Si -635.61 eV per atom: -5.049 eV

The program warned: the cutoff lies below the one the program advises for these potential files; the exchange-correlation potential is rough where the density is thin.
